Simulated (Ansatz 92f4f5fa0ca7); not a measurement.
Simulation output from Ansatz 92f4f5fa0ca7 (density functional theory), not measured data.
Periodic cell of 237 atoms, Si145O90As2, from a study of silicon, its oxide and their interface. The atomic structure is a simulated model.
Doubt: the cutoff is far below the 930 eV that the study's wrapper takes by default for these files, so forces and energies are approximate.

Settings: functional PBE; potential files Ansatz PAW; basis plane waves; wave-function cutoff 580 eV; density cutoff ratio 5; exchange-correlation grid ratio 1; k mesh 1 x 1 x 1, Gamma-centred; self-consistency stop 5e-08 eV per atom in the density residual; occupations fixed; spin none; net charge 0.

Cell vectors (angstrom)
a	11.6015	0	0
b	0	10.938	0
c	0	0	32.0622

Atoms and the computed forces on them: element, x, y, z (angstrom), force x, y, z (eV/angstrom)
Si	-0.1998	-0.0655	23.2792	-0.0027	0.0018	0.0023
Si	3.6719	0.2011	23.1067	0.0036	-0.0032	0.0001
Si	7.5507	-0.1274	23.447	0	-0.0015	0.0033
Si	1.6852	1.3689	23.4193	0.0003	0.0009	0.0011
Si	5.7337	1.4098	23.1917	-0.0052	0.0015	0.0077
Si	9.4445	1.2324	23.3586	-0.0013	0.0013	-0.0005
Si	0.1575	5.3168	23.457	0.0004	-0.0028	0.0088
Si	4.1191	5.3014	23.3996	-0.0036	-0.0006	0.0057
Si	8.0298	5.613	23.5403	-0.0029	0.0019	0.0017
Si	2.1548	6.5865	23.3576	-0.0017	-0.0007	-0.0013
Si	5.9602	6.7742	23.4868	-0.0019	0.0028	0.0062
Si	10.0069	6.8717	23.5933	-0.0048	-0.0012	0.0032
Si	1.9014	2.667	25.3804	-0.0009	0.0007	0.0035
Si	5.8297	2.6605	25.2557	-0.0022	0.0031	0.0011
Si	9.6276	2.6942	25.2587	-0.0002	0.0014	0.0003
Si	11.597	4.0105	25.3858	0.0009	0.0003	-0.0029
Si	3.8898	3.9755	25.3248	0.0017	-0.0001	-0.0031
Si	7.7393	4.1003	25.3433	-0.0018	0.0006	-0.0041
Si	1.9742	8.1515	25.1875	0.002	-0.0036	-0.0023
Si	5.7784	8.1704	25.3728	0.0039	0.0018	-0.0012
Si	9.7101	8.2646	25.4291	0.0015	-0.0011	-0.0039
Si	11.6389	9.5594	25.2642	0.0021	-0.0027	0.0037
Si	3.8685	9.5877	25.0736	-0.0021	-0.0014	0.0027
Si	7.6922	9.5253	25.4071	-0.0011	-0.0009	0.0029
Si	11.6503	-0.0092	27.2065	0.0003	0	0.0009
Si	3.9018	-0.0539	27.1207	-0.0026	0.0055	0.0066
Si	7.76	-0.0122	27.2843	-0.002	0.0049	-0.0013
Si	1.986	1.3134	27.2772	-0.001	-0.0023	-0.0026
Si	5.8279	1.3242	27.205	0.0009	-0.0015	0.0042
Si	9.6967	1.3357	27.2049	-0.0034	-0.0005	0.0022
Si	11.5935	5.4726	27.2394	-0.0017	-0.0003	-0.0011
Si	3.8465	5.4236	27.2172	0.0007	0.0015	-0.0013
Si	7.7121	5.4624	27.2684	-0.0011	0.0018	-0.0018
Si	1.9388	6.8287	27.1778	-0.0011	0.0028	0.0019
Si	5.7602	6.7995	27.2779	-0.0036	-0.0008	-0.0024
Si	9.6542	6.8158	27.2812	0.0025	-0.0016	-0.001
Si	1.9471	2.7238	29.1741	0.0092	0.0017	-0.0004
Si	5.7955	2.7108	29.142	-0.0044	0.0045	-0.0077
Si	9.6818	2.7244	29.1441	0.0049	-0.0002	-0.0074
Si	0.0139	4.0957	29.1642	-0.0039	0.0018	0.0031
Si	3.8689	4.0892	29.1677	-0.0056	-0.0082	0.0033
Si	7.7325	4.0775	29.1751	-0.0022	0.0004	0.0096
Si	1.9446	8.1885	29.1362	-0.002	0.0027	-0.0015
Si	5.7892	8.1961	29.1772	-0.0062	0.0025	0.0134
Si	9.6742	8.2049	29.1847	-0.0044	0.0025	0.0133
Si	0.0113	9.5622	29.1504	-0.003	-0.0015	-0.0106
Si	3.8714	9.5739	29.1234	0.0049	-0.0191	-0.012
Si	7.7328	9.5477	29.1904	0.0088	-0.0051	0.0038
Si	0	0	31.0965	0.0551	0.0133	-0.0694
Si	3.8672	0	31.0965	-0.0228	0.0059	-0.2312
Si	7.7343	0	31.0965	-0.0177	0.0589	0.1036
Si	1.9336	1.3673	31.0965	-0.0048	-0.0679	0.0907
Si	5.8008	1.3673	31.0965	-0.0016	-0.0118	-0.11
Si	9.6679	1.3673	31.0965	0.0174	-0.0758	-0.0803
Si	0	5.469	31.0965	0.0156	0.0049	0.019
Si	3.8672	5.469	31.0965	0.0369	0.0265	-0.0024
Si	7.7343	5.469	31.0965	-0.0034	-0.0327	0.0086
Si	1.9336	6.8362	31.0965	0.0194	-0.0208	-0.126
Si	5.8008	6.8362	31.0965	-0.0201	-0.0704	0.1029
Si	9.6679	6.8362	31.0965	0.043	-0.135	0.136
Si	1.9336	2.7345	0.9679	-0.0081	0.0485	0.0085
Si	5.8008	2.7345	0.9679	-0.0019	0.0728	-0.3143
Si	9.6679	2.7345	0.9679	0.0323	0.012	0.069
Si	0	4.1018	0.9679	-0.0422	-0.0027	-0.0338
Si	3.8672	4.1018	0.9679	0.0073	0.0121	0.0735
Si	7.7343	4.1018	0.9679	0.0827	0.0824	0.1066
Si	1.9336	8.2035	0.9679	0.0007	0.0202	0.0078
Si	5.8008	8.2035	0.9679	-0.0123	0.0521	-0.0153
Si	9.6679	8.2035	0.9679	0.0866	0.087	0.1052
Si	0	9.5708	0.9679	-0.0414	0.0355	0.0567
Si	3.8672	9.5708	0.9679	0.0148	-0.0862	-0.1181
Si	7.7343	9.5708	0.9679	0.069	-0.0567	0.0763
Si	11.6189	0.0067	2.9173	0.0012	-0.0016	0.0044
Si	3.8568	-0.0013	2.8925	0.0167	0.1137	0.0919
Si	7.7665	0.0037	2.9031	-0.0202	0.0193	0.0154
Si	1.9418	1.3778	2.8986	0.003	0.0095	0.0275
Si	5.8304	1.3393	2.8398	-0.015	-0.0615	-0.0004
Si	9.6805	1.377	2.9207	0.0113	0.004	0.0063
Si	11.6023	5.4583	2.9041	-0.0041	0.018	0.0307
Si	3.88	5.4866	2.9033	0.0285	0.0079	-0.0118
Si	7.7754	5.5301	2.8771	-0.019	0.0046	0.0138
Si	1.9251	6.8214	2.8915	0.0271	-0.0307	-0.0372
Si	5.8208	6.8499	2.8997	-0.013	-0.0196	-0.0275
Si	9.7063	6.8807	2.9387	-0.0157	-0.0028	0.0073
Si	1.9878	2.7059	4.8625	0.0207	-0.0272	-0.0437
Si	5.9252	2.8593	4.6262	0.0716	0.1543	-0.1394
Si	9.6522	2.7846	4.8412	-0.0009	-0.0204	0.0102
Si	11.6275	4.0785	4.8358	-0.0033	0.0083	0.018
Si	3.9367	4.0825	4.8109	-0.0732	-0.0119	0.0081
Si	7.8246	4.2644	4.8583	-0.0654	-0.0461	0.0155
Si	1.9266	8.1444	4.8359	-0.0076	0.0418	0.0611
Si	5.7908	8.2651	4.7867	0.0544	0.0191	0.0325
Si	9.6931	8.2793	4.8985	0.0152	-0.0069	0.0191
Si	11.652	9.6275	4.8936	-0.0119	-0.002	-0.0151
Si	3.8255	9.5368	4.7829	0.0194	0.0103	0.1343
Si	7.7492	9.6226	4.8759	-0.0502	-0.0226	-0.0183
Si	11.6212	0.17	6.8044	-0.001	-0.0785	0.0671
As	3.8418	-0.3266	7.0459	-0.2566	0.0706	-0.5331
Si	7.7608	0.0103	6.8862	0.1003	0.0349	0.0258
Si	2.1377	1.3288	6.8161	0.0478	-0.0316	0.1587
As	5.7482	1.2195	6.3063	-0.0738	-0.1561	0.2362
Si	9.6894	1.518	6.8506	0.0347	0.0325	-0.0116
Si	11.55	5.4821	6.7448	0.0057	0.0033	-0.0174
Si	4.0132	5.3927	6.7845	-0.0069	0.0603	0.019
Si	7.7519	5.6691	6.83	-0.0099	0.0253	-0.0043
Si	2.0124	6.6199	6.6934	-0.0265	-0.0316	-0.0131
Si	5.8132	6.9696	6.7444	0.0138	-0.0421	0.0154
Si	9.7563	7.0119	6.9178	-0.0038	-0.0085	-0.0061
O	9.9238	7.9369	8.3184	0.0041	0.0144	0.0192
O	7.474	10.0364	8.2519	-0.0399	0.0148	-0.0418
O	7.4543	4.7037	8.1527	-0.0137	-0.0161	0.0128
O	2.6386	10.4884	8.7882	0.2842	-0.0671	0.059
O	2.1771	7.4695	8.0963	0.0032	-0.003	0.03
O	4.0886	4.547	8.2361	0.0086	-0.0262	-0.0237
O	9.7988	2.4435	8.2325	-0.0124	-0.0071	0.0039
O	2.6558	2.3649	8.0263	-0.0091	-0.0169	-0.0385
O	11.389	4.5822	8.1287	-0.0135	-0.0179	0.0142
O	5.4276	2.3415	7.6954	0	0.008	-0.02
O	5.8102	7.9239	8.1122	0.0245	0.0908	0.0368
O	11.1867	10.2683	8.1537	-0.0177	0.031	-0.0424
O	11.2565	10.0965	21.7963	-0.0024	-0.0055	-0.0018
O	3.2366	10.708	21.5309	0.0004	-0.0013	-0.0009
O	5.7354	7.805	22.194	0.0017	0.0088	-0.0014
O	4.2263	4.4539	21.9527	0.0028	-0.0042	-0.0026
O	7.6711	9.6911	22.191	-0.0021	-0.0029	-0.0022
O	10.322	7.6754	22.1766	0.0045	0.0023	-0.0017
O	1.6075	2.3875	22.1117	-0.0034	-0.0008	-0.0003
O	5.9497	2.4435	21.885	0.0001	0.0006	-0.0002
O	8.4442	4.6881	22.2193	-0.001	-0.0006	0.0019
O	-0.0737	4.444	22.0413	-0.0032	-0.0072	-0.0011
O	2.3304	7.3614	21.907	-0.0042	-0.0022	-0.01
O	9.1507	1.8705	21.8521	0.0005	-0.0014	-0.0012
Si	1.9253	7.7211	9.6662	-0.0258	0.0077	-0.0327
Si	5.0334	0.6144	17.6929	-0.0029	-0.0033	-0.0066
Si	2.4424	5.4467	14.0922	0.0006	-0.0027	-0.0004
Si	10.5403	3.8449	14.0284	0.0001	-0.007	-0.0002
Si	8.2543	2.3935	15.2539	-0.0011	0	-0.005
Si	9.5609	2.2425	20.3247	0.0009	0.0027	-0.0055
Si	10.5178	3.6316	9.119	0.0067	0.0072	-0.0114
Si	0.0848	2.2672	11.5896	0.0178	-0.0003	-0.0007
Si	10.9271	8.0578	15.4649	-0.0051	0.0005	-0.0044
Si	5.1481	6.9533	14.0245	-0.0004	-0.0021	0.0035
Si	5.7051	2.6032	11.1098	0.0007	0.0187	0.0133
Si	8.5679	7.6531	19.4075	-0.0077	-0.0006	-0.0087
Si	8.1233	4.8384	20.6326	-0.0024	-0.0036	-0.0103
Si	5.902	9.6093	15.2112	-0.0031	-0.0001	0.0006
Si	2.0985	7.6493	20.3253	0.0004	0.0019	-0.0023
Si	1.9177	4.8871	18.7927	-0.0135	-0.0027	-0.0063
Si	4.5043	3.4721	18.0228	0.0014	0.0007	-0.0062
Si	8.4564	8.9257	16.8495	-0.0024	0.0014	-0.0119
Si	0.7467	9.4565	13.4064	0.012	0.0194	-0.0034
Si	9.8996	10.608	11.7662	0.0095	0.0035	0.0028
Si	5.3551	3.713	21.0215	-0.0049	0.0004	-0.0027
Si	0.5175	5.471	16.3018	-0.0045	-0.0057	-0.0042
Si	10.7465	9.0908	9.1727	0.0336	0.0104	-0.0449
Si	6.5503	8.897	21.3014	-0.0049	-0.0031	-0.0098
Si	7.0533	7.1648	11.4738	-0.0039	-0.0124	-0.0057
Si	2.6368	0.708	12.4692	-0.0151	-0.0081	-0.0201
Si	10.8782	8.6927	21.0364	-0.0013	0.0022	-0.0028
Si	6.058	4.3862	15.6658	0.0025	0.0029	-0.0047
Si	7.0572	0.5097	12.9805	0.0039	0.0038	0.0104
Si	4.1274	2.9205	8.5097	-0.0277	0.0231	-0.0183
Si	0.843	6.7798	11.9536	-0.0073	0.0004	-0.0005
Si	6.385	9.1035	9.094	0.0486	-0.1083	-0.0396
Si	0.674	3.2913	21.1424	-0.0004	0.003	-0.0063
Si	9.7307	6.5134	12.9136	-0.0028	0.0044	0.004
Si	7.7154	4.5626	9.7575	0.0119	0.0007	-0.0209
Si	3.9834	10.0796	20.2075	-0.0028	0.0017	-0.0048
Si	4.2008	3.0663	13.5947	-0.0107	-0.0243	0.0061
Si	3.6114	9.9914	9.99	-0.2004	0.1281	0.0406
Si	8.0437	0.7895	18.0311	-0.002	-0.0027	-0.0061
O	11.5118	3.2155	12.8946	-0.0059	-0.003	-0.0097
O	9.3383	4.4366	9.9299	-0.0061	0.0027	0.0078
O	8.7948	3.5945	19.8535	-0.0016	-0.0019	0.0065
O	4.0289	-0.0294	18.811	-0.0004	0.0002	0.0029
O	11.2959	4.4882	15.3139	-0.0028	0.0015	0.0035
O	9.8489	9.724	10.3824	-0.007	0.0054	0.0123
O	3.7047	1.5308	13.3899	0.0052	0.0392	0.0148
O	0.6011	8.9095	14.9326	-0.0012	-0.0012	-0.0032
O	6.4682	1.0215	18.3894	0.0031	0.0018	0.0016
O	4.7582	3.1792	19.6127	-0.0023	-0.0014	-0.0002
O	6.2222	1.1839	11.7434	0.0009	-0.005	-0.0075
O	0.5171	8.537	9.8251	0.0173	-0.0277	0.0011
O	5.6614	4.3575	17.2604	-0.0058	-0.0044	0.0059
O	8.3951	7.2195	12.369	-0.0066	0.0014	-0.0001
O	4.4344	2.5218	10.0661	0.0317	0.0041	0.0119
O	2.0072	5.6696	15.6452	-0.0035	-0.0027	-0.0002
O	3.4796	-0.1378	11.3908	0.0297	-0.0748	-0.105
O	5.8398	7.188	12.561	0.0037	-0.0023	-0.0065
O	2.2597	6.3728	19.3468	-0.0059	-0.0088	0.0027
O	0.6221	4.8582	17.8044	0.0121	0.0013	0.0144
O	8.393	10.7345	12.3709	-0.0018	0.0031	0.0018
O	5.1972	10.095	9.5668	-0.001	0.004	0.0918
O	0.5887	8.2265	20.1963	-0.0013	0.0018	0.0033
O	9.733	2.5826	14.6417	-0.0078	0.0049	-0.0016
O	1.8087	10.6723	13.4731	-0.0182	-0.013	0.0002
O	9.9131	9.0999	16.168	-0.002	-0.0022	0.005
O	6.1416	10.3611	13.7816	-0.001	0	0.0002
O	7.3982	1.6343	14.1052	-0.0022	-0.0044	-0.0009
O	1.6821	3.9336	20.0684	-0.0025	0.0094	-0.0031
O	5.9448	5.86	14.9662	-0.0045	0.0019	-0.0012
O	7.3128	8.9478	15.7061	0.0023	0.0003	0.0046
O	1.5803	1.646	11.6617	-0.0098	0.0024	0.0145
O	7.022	8.4282	10.4364	-0.0322	0.0065	-0.0161
O	4.329	2.0245	17.2759	-0.003	-0.0008	0.0029
O	6.9921	3.2327	10.3386	-0.0189	-0.0066	0.0169
O	11.4057	6.9184	16.513	-0.0036	0.0034	0.0026
O	8.218	10.1379	17.8725	-0.005	0.0067	0.0087
O	3.252	8.4169	10.2921	0.0107	0.0326	-0.0218
O	7.594	3.8574	15.5448	-0.0046	-0.0068	0.0044
O	3.1464	4.3325	17.9049	-0.0055	0.0013	0.0052
O	2.8357	3.9166	13.7552	0.0015	0.0034	0.0006
O	1.31	8.2652	12.4549	-0.0058	-0.0031	0.0078
O	1.1544	5.7482	13.1577	0.0023	0.0017	0.001
O	4.9448	8.3387	14.867	0.0006	-0.0016	0.0022
O	11.1815	2.412	20.308	-0.0005	0.0009	0.0061
O	10.8739	9.9126	12.87	-0.0039	0.0048	-0.0037
O	5.1459	3.5365	12.3366	0.0015	-0.0102	-0.0166
O	5.0806	3.3042	14.9336	-0.0073	-0.0019	-0.0082
O	6.4911	4.8105	20.5685	0.0014	0.0003	0.0035
O	8.3885	1.5464	16.6342	-0.0008	-0.0039	0.0064
O	10.4946	1.158	11.4801	-0.006	-0.0116	0.0056
O	10.837	6.6734	11.7218	-0.0016	0.0002	0.0055
O	3.2446	8.6875	19.8338	0.0013	-0.002	0.0043
O	1.6564	6.3878	10.5901	-0.0049	0.0035	0.0112
O	7.1528	8.1479	20.0141	0.0031	-0.0039	0.0138
O	8.4405	7.5778	17.7797	-0.0008	-0.0012	0.0107
O	3.6564	6.4256	13.698	-0.0003	-0.0017	0.0036
O	9.5414	4.9415	13.323	0.0022	0.0043	0.0018
O	5.5223	9.9912	20.7168	0.0059	-0.0052	0.0056
O	10.1728	7.3266	14.235	-0.0046	0.0021	0.0056
O	8.8052	6.1509	19.9741	-0.0011	0.003	0.0023
O	7.0772	5.8146	10.5646	-0.0042	0.0232	0.0188
O	5.2623	10.5754	16.3842	-0.0009	-0.001	0.0024
O	9.0687	1.1496	19.237	-0.003	-0.0035	-0.0009
O	11.5974	3.1057	10.2006	-0.0009	-0.0089	0.0125
O	9.7216	8.7092	19.8874	-0.0037	-0.0026	0.0029

Results
free energy: -153070.997 eV
free energy less fixed offsets of As -4856.12, O -568.88, Si -635.61 eV per atom: 3.893 eV

The program warned: the cutoff lies below the one the program advises for these potential files; the forces do not sum to zero within the program's tolerance; the exchange-correlation potential is rough where the density is thin.
